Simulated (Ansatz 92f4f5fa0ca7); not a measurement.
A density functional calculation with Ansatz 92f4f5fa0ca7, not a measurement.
Periodic cell of 227 atoms, Si134O92H1, from a study of silicon, its oxide and their interface. The atomic structure is a simulated model.
Doubt: the cutoff is far below the 930 eV that the study's wrapper takes by default for these files, so forces and energies are approximate.
This geometry differs little from another in the collection (a relaxation step or a small displacement).

Settings
functional: PBE
potential files: Ansatz PAW
basis: plane waves
wave-function cutoff: 580 eV
density cutoff ratio: 5
exchange-correlation grid ratio: 1
k mesh: 1 x 1 x 1, Gamma-centred
self-consistency stop: 5e-08 eV per atom in the density residual
occupations: fixed
spin: none
net charge: +1 e, with a uniform compensating background and no finite-size correction

Cell vectors (angstrom)
a	10.938	0	0
b	0	10.938	0
c	0	0	33.0289

Atoms: element, x, y, z (angstrom)
Si	-0.1596	0.1857	25.4986
Si	5.8427	-0.3138	25.5818
Si	2.5427	2.9738	25.6411
Si	8.5775	2.4395	25.6836
Si	0.2682	5.0977	25.7625
Si	5.2316	5.6746	25.5012
Si	2.9749	7.9298	25.3603
Si	8.0906	8.3822	25.4178
Si	1.4145	1.3135	26.8743
Si	6.9171	1.302	26.91
Si	4.1214	4.1387	26.9176
Si	9.6626	3.9747	27.0764
Si	1.4381	6.8239	26.832
Si	6.8894	6.8112	26.7741
Si	4.1491	9.4836	26.7818
Si	9.6168	9.5395	26.8224
Si	2.7972	-0.0649	28.1992
Si	8.2631	-0.0531	28.2704
Si	0.0946	2.6265	28.3428
Si	5.5009	2.711	28.221
Si	2.7485	5.4785	28.2772
Si	8.2171	5.4466	28.227
Si	0.0364	8.1765	28.203
Si	5.5099	8.1544	28.2152
Si	4.1018	1.3673	29.6107
Si	9.5708	1.3673	29.6107
Si	1.3673	4.1018	29.6107
Si	6.8362	4.1018	29.6107
Si	4.1018	6.8362	29.6107
Si	9.5708	6.8362	29.6107
Si	1.3673	9.5708	29.6107
Si	6.8362	9.5708	29.6107
Si	0	0	30.9779
Si	5.469	0	30.9779
Si	2.7345	2.7345	30.9779
Si	8.2035	2.7345	30.9779
Si	0	5.469	30.9779
Si	5.469	5.469	30.9779
Si	2.7345	8.2035	30.9779
Si	8.2035	8.2035	30.9779
Si	1.3673	1.3673	32.3452
Si	6.8362	1.3673	32.3452
Si	4.1018	4.1018	32.3452
Si	9.5708	4.1018	32.3452
Si	1.3673	6.8362	32.3452
Si	6.8362	6.8362	32.3452
Si	4.1018	9.5708	32.3452
Si	9.5708	9.5708	32.3452
Si	2.7345	0	0.6835
Si	8.2035	0	0.6835
Si	0	2.7345	0.6835
Si	5.469	2.7345	0.6835
Si	2.7345	5.469	0.6835
Si	8.2035	5.469	0.6835
Si	0	8.2035	0.6835
Si	5.469	8.2035	0.6835
Si	4.1018	1.3673	2.0507
Si	9.5708	1.3673	2.0507
Si	1.3673	4.1018	2.0507
Si	6.8362	4.1018	2.0507
Si	4.1018	6.8362	2.0507
Si	9.5708	6.8362	2.0507
Si	1.3673	9.5708	2.0507
Si	6.8362	9.5708	2.0507
Si	0	0	3.418
Si	5.469	0	3.418
Si	2.7345	2.7345	3.418
Si	8.2035	2.7345	3.418
Si	0	5.469	3.418
Si	5.469	5.469	3.418
Si	2.7345	8.2035	3.418
Si	8.2035	8.2035	3.418
Si	1.4099	1.3308	4.884
Si	6.7824	1.4063	4.804
Si	4.0969	4.0866	4.7503
Si	9.5138	4.1721	4.7411
Si	1.3143	6.8991	4.7846
Si	6.7763	6.9036	4.7136
Si	4.0278	9.6351	4.8885
Si	9.5367	9.608	4.7566
Si	2.7321	0.0076	6.5292
Si	8.1289	0.0079	6.1272
Si	-0.1955	2.7172	6.0996
Si	5.4051	2.7655	6.208
Si	2.7625	5.5586	6.0696
Si	8.1667	5.5901	6.0396
Si	-0.0449	8.2739	6.16
Si	5.3967	8.1898	6.1452
Si	3.8735	1.8108	7.7875
Si	9.6151	1.1855	7.5016
Si	1.6356	3.7995	6.9782
Si	6.6206	4.4362	7.297
Si	4.3365	6.576	7.5176
Si	9.2846	7.1287	7.4302
Si	0.8806	9.8268	7.6835
Si	7.0046	9.3259	7.3885
O	5.4874	5.4702	7.9451
O	-0.0632	0.223	7.8785
O	2.5701	2.8772	7.9486
O	8.167	8.2576	7.8539
O	2.2613	8.5363	23.9771
O	8.1128	5.4856	22.95
O	6.9393	9.5102	25.0056
O	1.386	4.0473	25.1186
O	6.3447	9.9525	8.7454
O	-0.7403	4.0202	9.0354
O	0.682	9.1487	9.1751
O	7.5372	3.8444	8.5106
O	9.8256	6.5863	8.8815
O	4.478	1.7991	9.3288
O	3.6024	7.1345	8.882
O	9.0032	1.7285	8.9624
O	5.2467	0.486	24.2873
O	7.999	3.2626	24.408
O	11.7154	6.6497	19.8761
O	5.8757	4.8551	24.2269
O	8.8193	7.7987	24.0286
O	3.3037	2.3583	24.3267
O	4.1228	6.794	24.9395
O	11.3915	-0.4579	24.105
Si	11.6977	8.9639	10.8024
Si	6.967	15.2297	11.6253
Si	8.221	11.3602	15.1502
Si	2.079	13.1081	19.3938
Si	4.6469	13.4972	10.7994
Si	1.7206	-2.3893	17.6702
Si	4.9853	1.4386	18.86
Si	0.829	-0.6364	20.1658
Si	-0.8447	7.6832	13.0682
Si	-3.2141	-1.943	16.6496
Si	9.1552	2.4796	16.7418
Si	8.7563	3.2987	9.4154
Si	6.5217	9.8392	10.3728
Si	10.7156	5.4635	9.6442
Si	1.6697	8.9994	14.5778
Si	4.0014	12.0891	23.4889
Si	5.3524	3.0147	21.4485
Si	-3.8488	7.4552	12.1569
Si	-1.9289	-1.8725	19.2512
Si	11.4107	5.656	21.1321
Si	6.3376	2.2998	16.0844
Si	16.4227	4.3569	14.2213
Si	-0.0846	4.8683	12.7147
Si	10.3088	2.2214	14.017
Si	1.6954	9.8906	23.2043
Si	3.0334	4.5468	12.1986
Si	5.9046	6.8821	16.0856
Si	-4.8591	9.4925	19.0694
Si	10.6185	6.7554	18.6667
Si	4.2937	6.9934	18.6816
Si	-0.2689	3.8636	18.8473
Si	4.5028	0.0702	12.196
Si	12.4222	11.2789	12.7166
Si	2.5969	6.7144	10.1071
Si	7.1749	4.2513	23.4324
Si	9.3879	6.3753	23.4132
Si	4.6092	-2.3889	13.9258
Si	3.2117	4.7853	20.8384
O	8.9882	-1.6491	17.6285
O	-4.5418	9.5457	17.4568
O	11.6238	1.6868	13.1738
O	10.4302	6.1657	13.5765
O	3.7571	5.8146	19.6826
O	12.303	5.8232	9.4012
O	7.5655	10.9593	10.9265
O	-3.4967	-3.5256	16.343
O	5.698	3.8076	10.6992
O	15.0218	4.6157	13.431
O	-1.2866	1.3263	25.08
O	5.0512	8.1357	15.4395
O	8.868	11.8096	16.603
O	2.9687	8.2169	13.8725
O	5.0145	10.0471	10.9765
O	1.9708	5.3868	21.7438
O	13.0637	8.0556	10.9082
O	1.2305	-1.2711	21.6446
O	1.0935	3.0504	18.4232
O	5.5312	2.6035	19.8806
O	2.9986	7.6142	17.9477
O	1.8769	-1.7854	16.1771
O	0.703	10.4031	11.5654
O	2.9044	0.0212	23.1642
O	3.2158	3.2001	11.2797
O	0.3465	7.6829	17.5308
O	-0.5875	13.6692	15.6045
O	-2.4969	7.8103	13.0556
O	7.1699	5.9095	11.6023
O	5.1388	8.1909	19.4424
O	5.2367	6.3682	17.4886
O	5.6541	7.7267	12.9361
O	10.431	5.3122	11.2089
O	-0.5149	6.4526	22.1542
O	-1.7451	1.0044	13.9529
O	-0.5444	5.2667	18.0424
O	8.0279	9.7472	15.2213
O	6.6689	3.8866	13.1794
O	4.5255	4.408	21.7118
O	8.2695	3.508	10.9585
O	7.522	9.3808	19.8682
O	10.5171	8.0803	11.5117
O	7.7102	14.127	16.3637
O	1.7271	10.5479	14.1255
O	0.1635	8.5116	14.0885
O	9.9779	3.5916	13.1922
O	14.2871	5.8093	11.2095
O	-3.8762	8.3639	10.8013
O	-0.226	4.2848	20.4603
O	6.7389	12.0347	15.0449
O	13.8813	11.4466	12.0248
O	16.156	3.2087	15.3389
O	6.7833	3.3351	22.148
O	5.2272	12.4633	11.9394
O	5.328	10.8871	19.4529
O	3.3634	1.5295	18.6229
O	9.4989	2.8679	18.2871
O	1.2159	11.9082	20.1364
O	1.6198	9.6331	18.8933
O	10.2426	5.6556	24.5749
O	5.975	5.6886	14.9969
O	4.5992	1.7373	22.1147
O	2.6682	14.2452	20.3949
O	-0.7801	20.9349	19.9573
O	4.7691	-0.7741	13.5775
O	5.7237	1.6854	17.444
O	1.5199	4.5919	12.7866
O	9.3049	7.4462	19.3613
H	8.1203	11.4546	10.2902

Results
free energy: -137526.675 eV
free energy less fixed offsets of H -15.97, O -568.88, Si -635.61 eV per atom: -2.005 eV

Forces (eV/angstrom), in the order of the atoms: element, x, y, z
Si	-0.0089	-0.0109	0.0175
Si	0.0361	-0.0244	0.0192
Si	-0.009	0.0012	-0.0079
Si	0.0075	-0.0151	-0.0603
Si	-0.0511	0.0209	-0.1173
Si	-0.022	0.0183	-0.0068
Si	0.0058	-0.0152	0.0015
Si	0.0048	0.0276	0.0362
Si	-0.0136	0.014	-0.0068
Si	0.0092	-0.0222	0.0182
Si	-0.0133	0.0146	-0.0008
Si	-0.012	0.0097	0.0113
Si	0.0287	0.0077	0.0058
Si	-0.023	0.0215	-0.0052
Si	0.0163	-0.0315	0.0123
Si	-0.0324	0.0217	-0.0021
Si	-0.0071	0.0056	0.0079
Si	0.0095	-0.0216	-0.0216
Si	-0.0005	-0.0296	0.005
Si	-0.0036	-0.002	0.0078
Si	0.0121	0.0007	-0.007
Si	0.0052	-0.0066	0.0165
Si	-0.013	0.0114	-0.0055
Si	0.0114	0.0091	-0.0164
Si	0.1004	-0.1273	-0.2777
Si	0.0991	-0.4385	0.5598
Si	0.2708	0.0178	0.3864
Si	-0.005	-0.0173	-0.1009
Si	0.2333	0.0499	0.1565
Si	0.0669	0.0028	-0.2633
Si	0.116	-0.0907	-0.2731
Si	0.0131	-0.1975	-0.0268
Si	-0.128	0.0641	0.0376
Si	0.0122	-0.0039	-0.0256
Si	-0.0253	0.1428	0.0165
Si	0.0097	0.0312	-0.0372
Si	-0.0605	-0.0496	-0.0188
Si	-0.0646	0.0231	-0.0044
Si	0.0552	0.0453	-0.0204
Si	-0.0716	0.0435	-0.0082
Si	0.0359	-0.0619	-0.0234
Si	0.0313	0.0201	-0.0179
Si	0.0825	-0.0727	-0.0071
Si	0.0054	-0.002	-0.0243
Si	0.0128	-0.0197	-0.0247
Si	0.0605	-0.0536	-0.0221
Si	-0.0262	-0.0114	-0.0152
Si	0.0865	-0.0627	-0.0105
Si	-0.0027	0.0268	0.0187
Si	-0.0646	0.0059	0.012
Si	-0.0557	0.0533	0.0077
Si	-0.0083	0.0641	0.0298
Si	-0.0235	0.0114	0.0183
Si	-0.0304	-0.0048	0.031
Si	-0.0832	0.0211	0.0266
Si	-0.0206	0.0501	0.006
Si	-0.0168	-0.0727	0.0074
Si	0.0966	0.0458	0.0526
Si	-0.04	-0.0495	0.0549
Si	0.0074	-0.0736	-0.0446
Si	0.0592	-0.0614	0.0214
Si	0.0152	-0.0068	-0.0051
Si	0.0648	-0.0018	-0.0054
Si	0.098	-0.0751	0.0029
Si	0.2098	0.0908	0.1193
Si	-0.3318	0.0139	0.4005
Si	-0.164	-0.2758	0.0885
Si	-0.3161	0.0661	-0.0238
Si	0.0729	0.186	-0.1238
Si	-0.0423	-0.0362	-0.3581
Si	-0.0698	0.4433	0.2853
Si	-0.0689	0.3183	-0.422
Si	-0.086	0.0213	0.0378
Si	0.011	0.0269	-0.002
Si	0.0357	0.0614	-0.0614
Si	-0.0062	-0.049	0.0096
Si	0.0589	0.0168	-0.0364
Si	-0.0111	0.0022	0.0501
Si	-0.0087	-0.0028	0.0116
Si	0.0302	0.0144	0.0181
Si	0.0417	0.0103	-0.0303
Si	-0.0411	-0.0244	-0.0608
Si	0.1653	0.0907	-0.0331
Si	0.0066	-0.0712	-0.0457
Si	0.045	0.064	-0.0882
Si	0.0363	0.0122	-0.0883
Si	-0.0209	-0.0013	-0.0017
Si	-0.0042	-0.0257	-0.0199
Si	-0.0714	0.044	0.0783
Si	0.1434	0.015	0.0764
Si	-0.0456	-0.3348	0.2393
Si	-0.0228	0.0221	0.1857
Si	0.0152	0.0068	0.0603
Si	-0.048	0.0888	-0.0317
Si	-0.0721	0.0392	0.0636
Si	-0.0154	-0.0142	0.0292
O	-0.0037	-0.0045	-0.0528
O	-0.0641	0.0199	-0.0273
O	-0.0688	0.1054	-0.2452
O	0.0395	-0.0153	0
O	0.017	-0.0169	0.0116
O	0.0066	0.0023	0.0032
O	-0.0095	0.0225	-0.0538
O	-0.0132	0.008	0.0292
O	0.0001	0.0073	-0.0088
O	0.0431	-0.0437	0.0085
O	0.0185	0.0043	-0.0562
O	-0.0436	0.0236	-0.0605
O	0.0889	-0.1252	0.1061
O	0.009	-0.0043	0.0079
O	0.02	-0.0231	-0.047
O	-0.0467	0.0115	0.0096
O	0.0144	-0.0064	-0.0005
O	0.0197	-0.0259	0.0354
O	0.0069	-0.0001	0.0036
O	-0.0111	0.015	0.0069
O	-0.0054	-0.015	0.0071
O	-0.0208	0.0259	-0.0007
O	0.0018	-0.0135	-0.0209
O	-0.0066	0.0084	-0.0029
Si	-0.0042	0.0252	0.0126
Si	-0.0395	-0.0047	0.016
Si	-0.0083	-0.0006	0.0026
Si	-0.0041	0.0021	0.0037
Si	-0.0036	-0.0073	-0.0173
Si	-0.002	-0.0011	0.0014
Si	-0.0017	-0.0041	0.0024
Si	-0.0089	0.0051	-0.0047
Si	0.0019	0.0146	-0.0025
Si	-0.0027	0.0035	0.0096
Si	-0.0043	-0.0003	0.0072
Si	-0.1505	-0.1035	0.0706
Si	0.0053	0.0038	-0.0131
Si	0.0258	0.206	0.069
Si	0.006	-0.0007	0.0021
Si	-0.004	0.0052	-0.0075
Si	-0.0043	0.0087	0.0038
Si	-0.0177	0.0092	-0.0081
Si	-0.0113	0.0031	0.0091
Si	0.0025	-0.0135	0.0054
Si	0.0046	-0.0038	0.0016
Si	-0.0089	-0.0036	0.0082
Si	0.0225	-0.0065	0.0289
Si	0.002	-0.0149	0.0071
Si	-0.015	0.0051	-0.0012
Si	0.0072	-0.0045	-0.0118
Si	-0.0021	0.0043	0.006
Si	0.0024	-0.0019	0.0122
Si	-0.0043	0.001	0.0027
Si	0.0034	0.0053	0.0073
Si	-0.0047	-0.0047	0.0028
Si	-0.0051	-0.0004	-0.016
Si	0.0028	0.004	-0.0077
Si	0.0083	-0.0111	0.0228
Si	-0.0065	-0.0077	-0.0081
Si	0.0308	-0.0111	0.0197
Si	-0.0058	0.0035	-0.0008
Si	-0.0007	0.0003	0.0069
O	0.0002	0.003	-0.0096
O	-0.0017	-0.0002	-0.0038
O	-0.0002	0.0043	0.0028
O	-0.0084	-0.0116	-0.0207
O	-0.0031	-0.0059	-0.0026
O	-0.0497	-0.017	-0.014
O	0.1588	0.1231	-0.184
O	-0.002	-0.0022	-0.0039
O	-0.0039	0.0045	0.0093
O	-0.011	0.002	0.0015
O	-0.0094	0.0214	-0.0076
O	-0.0024	0.0014	-0.0044
O	-0.0017	-0.0003	-0.0051
O	-0.0007	-0.0004	0.0023
O	0.0073	-0.0096	0.0002
O	-0.0058	0.0016	-0.0067
O	-0.0095	-0.0092	-0.0021
O	0.0063	-0.0023	0.0092
O	0.0041	-0.0023	-0.0037
O	-0.0009	0.0043	0.0023
O	-0.0041	-0.0006	-0.0052
O	-0.0025	-0.0001	-0.0063
O	-0.0041	-0.026	-0.0069
O	-0.0003	-0.0049	-0.015
O	-0.006	0.0005	0.0118
O	-0.0052	-0.0018	-0.0058
O	-0.0003	0.0001	-0.0097
O	-0.0016	-0.0015	0.0041
O	0.0064	-0.0059	0.0068
O	-0.0028	-0.0001	-0.0078
O	0.0006	-0.0012	-0.0061
O	0.0092	-0.0069	0.0032
O	0.0141	0.002	-0.0907
O	-0.0186	0.0102	0.007
O	0.0032	-0.0009	-0.0022
O	-0.0036	0.0025	-0.0072
O	-0.0018	-0.0023	-0.0025
O	0.0058	0.0012	-0.0081
O	0.0032	-0.0035	-0.0083
O	0.0639	-0.018	-0.0707
O	-0.003	0.0007	-0.0113
O	0.0012	-0.0059	0.0036
O	-0.002	0.0028	-0.0025
O	-0.004	0.0023	-0.0015
O	-0.0137	-0.0078	-0.007
O	-0.0009	0.0158	-0.0112
O	-0.0269	0.0131	-0.0118
O	-0.0039	-0.0102	0.0122
O	0.0023	0.0059	0.0027
O	-0.0012	-0.0003	-0.0021
O	0.002	0	0.0079
O	-0.0066	0.01	-0.0042
O	0.0094	0.0093	0.0014
O	0.0029	0.0122	-0.0036
O	-0.0022	0.0004	-0.0064
O	-0.0007	0.0005	-0.0051
O	0	-0.0004	-0.0073
O	-0.0029	-0.0054	-0.0049
O	-0.0023	0.0032	0.0023
O	0.046	-0.032	0.0444
O	-0.004	-0.0044	-0.0029
O	-0.0048	-0.0089	-0.0054
O	0.0011	0.0041	-0.0042
O	0.0123	0.0057	-0.0025
O	0.0006	0.0009	0.0042
O	-0.0025	-0.0017	0
O	-0.0152	0.0057	-0.0051
O	-0.0022	-0.0111	-0.0016
H	-0.1714	-0.1096	0.1678

The program warned: the cutoff lies below the one the program advises for these potential files; the exchange-correlation potential is rough where the density is thin.
